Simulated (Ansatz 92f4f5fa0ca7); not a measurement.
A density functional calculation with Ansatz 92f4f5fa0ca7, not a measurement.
Periodic cell of 351 atoms, Si241O110, from a study of silicon, its oxide and their interface. The atomic structure is a simulated model.
Doubt: the cutoff is far below the 930 eV that the study's wrapper takes by default for these files, so forces and energies are approximate.

Settings
functional: PBE
potential files: Ansatz PAW
basis: plane waves
wave-function cutoff: 580 eV
density cutoff ratio: 5
exchange-correlation grid ratio: 1
k mesh: 1 x 1 x 1, Gamma-centred
self-consistency stop: 5e-08 eV per atom in the density residual
occupations: fixed
spin: none
net charge: 0

Cell vectors (angstrom)
a  11.6015  0  0
b  0  13.3963  0
c  0  0  40.5234

Atoms and the computed forces on them: element, x, y, z (angstrom), force x, y, z (eV/angstrom)
Si  0  2.2327  1.1851  -0.0047  -0.0003  0.015
Si  3.8672  2.2327  1.1851  -0.0153  0.0099  0.0119
Si  7.7343  2.2327  1.1851  0.0145  0.0196  0.0262
Si  1.9336  5.5818  1.1851  0.0374  -0.019  0.0069
Si  5.8008  5.5818  1.1851  -0.0426  -0.0022  -0.01
Si  9.6679  5.5818  1.1851  0.0033  -0.0383  -0.0008
Si  0  8.9308  1.1851  0.0255  -0.0233  -0.0168
Si  3.8672  8.9308  1.1851  0.0008  0.0152  -0.0021
Si  7.7343  8.9308  1.1851  -0.0004  -0.0283  -0.0232
Si  1.9336  12.2799  1.1851  0.0029  0.0186  -0.02
Si  5.8008  12.2799  1.1851  0.0038  -0.0035  0.0622
Si  9.6679  12.2799  1.1851  -0.0464  0.0012  0.0034
Si  1.9336  1.1164  1.9745  -0.0221  -0.0713  -0.0068
Si  5.8008  1.1164  1.9745  0.0063  -0.0221  -0.0252
Si  9.6679  1.1164  1.9745  0.0072  -0.0368  0.0001
Si  0  4.4654  1.9745  -0.0593  0.0502  -0.0165
Si  3.8672  4.4654  1.9745  0.0037  0.0038  0.0176
Si  7.7343  4.4654  1.9745  0.0259  0.0245  -0.014
Si  1.9336  7.8145  1.9745  -0.0549  0.0757  0.0012
Si  5.8008  7.8145  1.9745  0.0404  0.0006  -0.0068
Si  9.6679  7.8145  1.9745  -0.0483  0.1033  -0.0191
Si  0  11.1635  1.9745  0.0689  -0.0327  -0.0284
Si  3.8672  11.1635  1.9745  -0.0674  -0.0178  -0.0073
Si  7.7343  11.1635  1.9745  0.1606  0.0309  -0.0105
Si  1.9336  1.1164  4.3426  -0.0775  -0.1892  -0.1158
Si  5.8008  1.1164  4.3426  0.0043  -0.0494  0.1608
Si  9.6679  1.1164  4.3426  -0.0131  -0.0745  0.1639
Si  0  4.4654  4.3426  -0.2011  0.11  -0.2153
Si  3.8672  4.4654  4.3426  -0.0078  -0.0225  -0.2592
Si  7.7343  4.4654  4.3426  0.0658  0.0844  -0.0694
Si  1.9336  7.8145  4.3426  -0.1357  0.2349  -0.0458
Si  5.8008  7.8145  4.3426  0.1185  0.011  -0.3074
Si  9.6679  7.8145  4.3426  -0.0757  0.2138  -0.0755
Si  0  11.1635  4.3426  0.2406  -0.0593  0.2719
Si  3.8672  11.1635  4.3426  -0.1685  0.054  -0.1012
Si  7.7343  11.1635  4.3426  0.3727  0.1481  0.1984
Si  0  0  36.1829  -0.3642  -0.0275  0.0422
Si  3.8672  0  36.1829  0.2529  -0.0704  0.0315
Si  7.7343  0  36.1829  0.1485  0.2485  -0.1457
Si  1.9336  3.3491  36.1829  -0.1435  0.0617  0.2816
Si  5.8008  3.3491  36.1829  0.0049  -0.0732  0.0897
Si  9.6679  3.3491  36.1829  0.0974  -0.2155  -0.3233
Si  0  6.6981  36.1829  0.4179  -0.2334  0.1597
Si  3.8672  6.6981  36.1829  -0.1263  0.4003  -0.2288
Si  7.7343  6.6981  36.1829  -0.4477  -0.0226  0.2244
Si  1.9336  10.0472  36.1829  0.0538  -0.0889  -0.2906
Si  5.8008  10.0472  36.1829  -0.048  -0.3516  -0.12
Si  9.6679  10.0472  36.1829  0.1107  -0.0867  0.2436
Si  0  0  38.551  -0.1483  0.0074  0.005
Si  3.8672  0  38.551  0.0765  -0.0112  0.017
Si  7.7343  0  38.551  0.067  0.1086  0.0337
Si  1.9336  3.3491  38.551  -0.0543  0.0202  0.0092
Si  5.8008  3.3491  38.551  -0.0105  -0.0212  0.0086
Si  9.6679  3.3491  38.551  0.039  -0.0716  0.0275
Si  0  6.6981  38.551  0.1594  -0.0797  -0.0092
Si  3.8672  6.6981  38.551  -0.0382  0.1781  0.0232
Si  7.7343  6.6981  38.551  -0.172  0.0047  0.001
Si  1.9336  10.0472  38.551  0.0319  -0.0238  0.015
Si  5.8008  10.0472  38.551  -0.0072  -0.138  0.0063
Si  9.6679  10.0472  38.551  0.0442  -0.0358  -0.0056
Si  0  2.2327  39.3404  0.0188  -0.0009  0.0245
Si  3.8672  2.2327  39.3404  0.0033  -0.004  -0.006
Si  7.7343  2.2327  39.3404  -0.0174  -0.0158  0.0078
Si  1.9336  5.5818  39.3404  -0.0257  0.0119  0.033
Si  5.8008  5.5818  39.3404  0.0356  -0.0016  -0.0037
Si  9.6679  5.5818  39.3404  -0.004  0.0405  -0.0721
Si  0  8.9308  39.3404  -0.0319  0.0196  -0.0068
Si  3.8672  8.9308  39.3404  -0.0002  -0.0203  0.0503
Si  7.7343  8.9308  39.3404  0.0026  0.0213  0.0216
Si  1.9336  12.2799  39.3404  -0.0071  -0.0122  -0.057
Si  5.8008  12.2799  39.3404  -0.0038  0.0026  -0.0671
Si  9.6679  12.2799  39.3404  0.0408  0.0006  0.0107
Si  -0.2913  3.2393  26.5486  -0.0064  -0.0147  -0.0864
Si  8.2118  -0.4451  26.2027  0.0086  -0.0326  0.0156
Si  9.0122  -2.0528  29.9755  0.0085  -0.0415  0.0197
Si  -2.0909  4.9051  29.8192  0.0157  0.0046  -0.0283
Si  1.0019  2.1213  29.8822  0.0833  -0.1059  -0.0665
Si  15.4189  8.9157  32.1421  0.0293  -0.0103  -0.0288
Si  1.0977  0.0902  28.6712  -0.0031  0.0762  0.1025
Si  2.0579  4.9468  29.818  -0.028  0.1065  -0.0437
Si  3.9233  5.6153  28.4654  0.0729  -0.0625  0.0334
Si  2.1301  8.6112  25.5343  0.0039  -0.0143  -0.0217
Si  5.5363  15.4268  26.4711  0.0092  0.0215  0.0146
Si  13.5673  12.2247  32.3734  0.009  -0.0057  -0.0101
Si  5.3457  4.2644  29.9618  0.1088  0.0889  0.0502
Si  6.6572  5.8573  25.3401  -0.0126  -0.0373  0.0336
Si  9.6808  5.4241  32.2021  -0.0057  -0.0021  0.0069
Si  4.5908  4.8809  26.2715  -0.0265  -0.0049  -0.0252
Si  3.897  7.9386  28.1324  0.0829  0.0806  0.0744
Si  6.7988  -1.1042  30.0046  -0.0309  -0.0133  -0.01
Si  -4.7614  8.2389  27.3037  0.0198  -0.0263  -0.0178
Si  1.9277  5.5861  32.1335  -0.0067  0.0726  0.0447
Si  5.7158  15.3934  21.8949  -0.0063  0.0039  0.0228
Si  0.0314  17.4171  28.8364  -0.0318  0.0106  0.0398
Si  5.9172  10.874  26.2341  0.0198  -0.0086  0.0038
Si  10.2541  11.66  27.9804  0.0233  0.0009  -0.031
Si  0.1464  2.1396  32.1448  -0.0571  0.0223  0.0309
Si  3.7835  2.2264  32.4573  0.1108  0.0824  0.125
Si  7.7263  2.3182  32.1334  0.0055  -0.0026  0.0069
Si  7.5293  3.108  29.8673  -0.0145  0.05  -0.0257
Si  5.7335  5.3728  32.1431  0.0018  0.0162  -0.02
Si  7.0262  0.9831  28.7087  -0.0223  0.0033  0.0127
Si  -0.2815  8.9213  32.228  0.0062  -0.0031  -0.0043
Si  3.5335  9.4863  29.856  0.0161  -0.0314  0.0332
Si  7.8024  8.8394  32.3977  -0.014  0.0063  -0.0093
Si  2.2355  12.0226  30.0613  -0.0042  0.0661  -0.0138
Si  5.9494  12.2733  32.2461  0.0038  0.0134  -0.0025
Si  9.6601  12.1919  32.1507  0.0089  0.0078  0.0152
Si  1.9289  1.0328  33.1788  -0.0405  -0.0542  -0.0029
Si  5.8322  1.1422  32.9761  -0.0006  -0.0373  0.0191
Si  9.6808  1.1001  32.8116  0.0028  -0.0122  0.0226
Si  0.0511  4.3776  32.9739  -0.0184  -0.0178  0.0147
Si  3.8041  4.4817  33.145  0.0001  -0.0024  0.1095
Si  7.7156  4.4411  33.0829  -0.0015  0.0183  0.017
Si  1.8028  7.8458  32.8635  -0.017  -0.035  0.0044
Si  5.7548  7.6953  32.8205  0.0065  -0.0152  -0.0044
Si  9.6333  7.6327  33.2186  0.0155  -0.0105  -0.0124
Si  -0.0271  11.1233  33.035  -0.0101  0.0117  0.0126
Si  3.9607  11.124  33.0097  -0.0087  0.0038  0.0173
Si  7.7913  11.1078  33.1553  0.0077  0.0102  0.0206
Si  1.9288  1.1055  35.4854  -0.0031  0.0155  0.0231
Si  5.8047  1.1231  35.366  0.0009  0.0075  0.0067
Si  9.6725  1.1141  35.2899  -0.0078  0.0152  -0.0086
Si  0.0066  4.4558  35.3643  -0.0038  0.0048  0.0002
Si  3.8584  4.4804  35.4686  0.0015  0.0379  -0.0363
Si  7.7331  4.4729  35.4278  -0.0028  -0.0059  -0.0024
Si  1.9048  7.8252  35.3099  0.0313  0  0.0021
Si  5.8003  7.7936  35.2844  -0.013  0.0089  0.0064
Si  9.6701  7.7691  35.5137  -0.0023  0.0308  0.0063
Si  -0.0051  11.1643  35.3984  0.0059  -0.0054  -0.0057
Si  3.8881  11.1639  35.3833  -0.0055  -0.0064  0.0059
Si  7.7383  11.1623  35.4707  -0.0074  -0.0015  -0.0023
Si  0.0004  -0.006  5.158  0.0017  0.0031  0.0062
Si  3.8584  -0.0047  5.1369  0.0047  0.0064  0.0009
Si  7.7328  0.0104  5.179  0.0034  -0.0002  0.0067
Si  1.919  3.3474  5.0596  0.0088  0.0008  -0.0047
Si  5.8023  3.3586  5.1059  0.0042  -0.004  -0.0005
Si  9.6693  3.3471  5.1293  -0.0037  -0.0018  0.0066
Si  -0.0172  6.7114  5.1045  0.0058  -0.0072  -0.0029
Si  3.8634  6.7061  5.059  -0.002  -0.0073  0.0012
Si  7.7354  6.7062  5.1255  -0.0027  -0.0068  0.0004
Si  1.9583  10.0431  5.2035  -0.0154  -0.0003  0.013
Si  5.8078  10.0586  5.0584  -0.0057  -0.0059  -0.0017
Si  9.7016  10.0485  5.1936  -0.0042  0.0024  0.0053
Si  0.0082  0.0006  7.5502  0.0084  -0.0051  0.0049
Si  3.8366  0.0054  7.509  -0.0119  -0.0015  -0.0102
Si  7.7256  0.0495  7.5892  -0.0038  0.0024  -0.0204
Si  1.8842  3.3556  7.3793  -0.0019  -0.0034  0.0126
Si  5.7882  3.4009  7.454  -0.0043  0.005  -0.0148
Si  9.6566  3.368  7.498  0.0115  0.0059  -0.0159
Si  -0.0454  6.7465  7.4566  -0.0054  0.0147  -0.014
Si  3.8587  6.7356  7.3764  -0.0037  0.0167  -0.0037
Si  7.7262  6.7593  7.4869  0.0126  0  -0.0085
Si  2.111  10.0499  7.6401  -0.0115  -0.0054  0.0034
Si  5.9157  10.0956  7.3756  -0.0138  -0.0056  -0.0025
Si  9.8604  10.0761  7.6196  -0.0061  0.0017  -0.0086
Si  -3.9023  2.3444  8.3334  0.0032  -0.0033  -0.0027
Si  6.6279  -1.5001  14.3849  0.0239  -0.0306  0.0008
Si  3.6653  2.5165  10.4046  -0.0823  -0.0658  0.0466
Si  0.9064  4.9429  13.3585  0.0505  0.0247  -0.0053
Si  1.8956  5.6022  8.0444  0.0125  0.0098  0.0035
Si  9.6236  5.5978  8.2869  -0.0041  -0.0095  -0.019
Si  0.2212  8.8888  8.4673  0.0081  -0.0056  -0.0313
Si  4.1279  8.8872  8.2972  0.0043  -0.0018  0.0125
Si  3.1403  4.2087  13.4134  -0.0474  -0.0171  -0.0025
Si  -2.1743  5.5797  10.6507  0.0445  0.0652  -0.0138
Si  5.7686  12.2777  8.272  -0.0021  0.0007  -0.0053
Si  10.1297  14.6827  13.5702  0.0302  -0.0229  0.0136
Si  3.3536  -0.3122  17.1376  -0.0007  -0.0027  -0.0102
Si  5.7547  5.6558  8.1969  -0.0079  -0.0097  0.0127
Si  10.2573  5.3233  17.6202  0.0071  0.005  -0.0131
Si  7.298  4.9727  11.4623  -0.011  0.0098  -0.0171
Si  8.3752  0.2951  16.0056  0.0001  -0.0132  -0.0296
Si  7.9357  5.6228  14.4868  -0.0195  -0.029  -0.0031
Si  -0.1464  4.4746  11.2961  0.0031  0.0125  -0.0077
Si  1.9349  12.2889  8.44  -0.0032  -0.0027  0.0086
Si  7.5755  11.3537  11.4756  -0.0093  -0.027  -0.079
Si  -3.1149  13.7334  18.8732  -0.001  -0.0017  0.0017
Si  7.7036  7.1012  17.0952  0.0064  -0.0013  -0.0006
Si  9.5748  7.8312  11.2356  -0.1066  -0.03  0.0448
Si  5.4245  6.0499  10.5057  -0.031  0.0107  0.005
Si  6.8756  2.9385  15.4134  0.0171  0.0247  0.002
Si  13.5838  1.2527  11.5244  0.0796  0.042  -0.0581
Si  -4.1316  2.6496  10.6945  -0.0118  -0.0298  0.0114
Si  5.1874  8.5031  10.4822  0.028  -0.0277  -0.0325
Si  11.6004  2.2479  8.2918  0.0021  0.0037  -0.0183
Si  2.0191  12.2867  10.8762  -0.0028  -0.03  0.007
Si  2.9812  1.853  13.6584  -0.0228  0.017  0.0006
Si  11.3782  3.7727  15.0566  -0.0452  -0.0413  0.0581
Si  -1.9869  11.2603  20.3274  0.0061  -0.0183  -0.009
Si  0.3833  7.9519  10.7347  0.0266  0.0145  -0.0304
Si  9.4232  12.5805  10.7775  -0.0063  0.0174  0.0223
O  15.8876  35.0984  21.6119  0.0109  -0.0197  -0.0057
O  -35.6935  18.8146  23.2251  -0.0082  0.0209  -0.0049
O  5.2238  41.1875  25.2555  -0.0088  -0.0024  -0.0163
O  8.7685  19.366  17.5832  0.0046  0.0048  0.0036
O  -7.3012  -30.7153  11.5421  -0.0215  0.01  0.0329
O  -17.0721  4.5333  19.168  -0.0022  -0.0051  0.004
O  3.7683  -1.0197  15.7382  -0.0018  -0.0009  0.006
O  7.2913  20.1232  15.531  0.0084  0.0012  0.0034
O  1.9184  25.8777  20.4885  -0.01  0.0044  0.0053
O  -4.7767  -14.6213  25.8986  0.0194  0.0025  0.0043
O  12.905  21.6787  16.8154  0.0002  -0.0064  -0.008
O  9.4428  6.1617  14.1371  -0.0177  -0.0195  0.0118
O  -22.4765  35.111  26.3052  -0.0112  0.0102  0.0056
O  13.7385  27.5072  16.7979  -0.0062  -0.0052  0.0055
O  17.1356  34.9978  28.2633  -0.1141  -0.0177  -0.0019
O  36.82  23.5425  24.927  -0.0068  0.0118  -0.0047
O  -10.8159  25.9684  25.3571  0.0208  0.0133  -0.0124
O  -6.1049  41.766  20.3297  0.0033  -0.0088  -0.0007
O  13.69  -3.0247  29.8104  -0.0242  -0.0345  -0.0224
O  8.3512  17.457  20.6154  0.0047  -0.0073  -0.002
O  -5.3079  24.3905  22.642  0.0289  -0.0065  0.0013
O  -7.0474  13.9623  17.8601  -0.0005  0.0034  0.0093
O  -8.2732  8.4354  26.642  -0.022  -0.0021  -0.021
O  -5.602  30.3914  21.7733  0.0056  -0.0034  -0.0115
Si  0.8506  20.7051  13.0844  -0.025  -0.0784  0.037
Si  3.8178  29.0808  8.1168  0.0016  0.0097  -0.0113
Si  -6.3287  14.6673  13.3597  0.0267  -0.0137  0.0313
Si  -1.2307  20.2988  22.6704  0.0113  0.0731  -0.0243
Si  19.1936  10.0008  22.5379  -0.0195  0.0046  -0.0124
Si  -1.8367  9.4675  17.5964  0.0073  -0.01  -0.0162
Si  7.3245  20.2962  22.3805  -0.0186  -0.0152  0.0064
Si  -8.0637  4.8183  11.1869  0.0294  0.0169  -0.0071
Si  -5.9676  -1.0179  10.636  0.0141  -0.0064  0.0209
Si  22.2293  -3.1964  14.89  -0.0099  0.0109  -0.0004
Si  16.478  11.3052  29.063  0.0124  0.0285  -0.0015
Si  15.0155  -3.7215  21.7749  -0.0294  -0.0034  0.0084
Si  16.9213  19.2376  18.5713  -0.011  0.0104  -0.0006
Si  -7.3648  31.0658  16.2335  -0.0011  -0.0363  0.0157
Si  -9.8334  9.0299  15.4421  0.0026  -0.0013  0.0064
Si  -22.3135  11.2444  24.4058  0.0026  0.0129  -0.0077
Si  -7.5904  -2.3928  14.8867  -0.0166  0.0114  0.0028
Si  11.012  12.1956  12.4775  0.0339  0.0029  -0.0142
Si  -0.6  8.8167  27.1011  0.0163  0.0041  0.0072
Si  3.8938  24.4886  11.7164  -0.019  0.0195  -0.0468
Si  2.1486  15.4621  15.8704  0.0106  0.0214  0.0187
Si  13.0725  13.9865  25.8333  0.0083  -0.0202  0.0185
Si  -3.2948  16.8494  25.7036  -0.0393  0.0228  0.0275
Si  -6.0229  14.7258  11.0916  0.0342  0.0147  -0.0074
Si  -10.506  8.0671  20.8852  -0.0197  -0.004  -0.0019
Si  9.8798  9.4115  24.5211  0.0651  -0.0239  -0.0137
Si  3.3047  16.3655  30.3179  -0.1674  -0.2423  -0.2969
Si  -0.0685  15.6309  10.6598  -0.0223  -0.0066  0.0053
Si  -13.0691  20.9091  13.4711  0.0118  0.0739  -0.0014
Si  -4.0229  -4.2569  10.5316  0.0096  0.0071  0.0385
Si  3.1993  11.824  19.7507  -0.0041  -0.0177  0.0247
Si  -10.8995  25.816  21.5554  0.0153  -0.0035  0.0032
Si  -11.4901  21.4938  17.9461  -0.0053  0.0038  -0.0046
Si  -0.6115  28.6566  22.115  0.0084  -0.0051  0.0085
Si  5.3955  27.1446  19.2598  -0.0094  -0.0006  0.0002
Si  -13.5252  25.7193  8.4085  0.0155  -0.0082  -0.0044
Si  -7.4884  14.0785  24.0921  -0.0015  0.0106  0.0207
Si  1.4994  19.1967  10.3073  0.0202  -0.0235  0.0138
Si  -2.1164  16.6029  19.8113  0.0002  0.0044  -0.0064
Si  23.442  17.7953  23.7866  0.0239  0.0061  0.011
Si  -4.8122  31.3155  20.6715  -0.0082  0.0209  0.0132
Si  2.8581  32.8099  23.8463  0.0175  -0.008  0.0445
Si  -2.2239  1.4589  11.3823  0.0269  -0.0168  0.0163
Si  8.3135  1.4377  23.578  -0.0033  0.004  0.0203
Si  7.8463  9.0331  8.2039  0.0066  -0.0094  0.0141
Si  3.7315  6.8342  21.1731  -0.0146  0.0064  0.0102
Si  9.3647  20.6613  29.0705  0.0094  0.0042  0.0404
Si  -6.7959  24.3893  23.3802  -0.018  -0.0021  0
Si  -2.2085  9.059  30.6463  -0.0185  0.0033  -0.0263
O  -11.8758  7.4635  21.4934  -0.0607  -0.0146  0.0957
O  -37.9384  0.4162  24.844  -0.0047  -0.0023  -0.012
O  13.2557  18.4468  23.3633  -0.016  -0.0021  0.0004
O  -5.3076  2.425  13.9777  0.0023  0.0001  -0.0003
O  -13.2344  37.3444  16.3487  0.0105  0.0003  0.0124
O  -16.2191  41.4301  22.6399  -0.0079  -0.0022  -0.009
O  -4.9653  19.4672  21.1706  0.0058  0.0043  0.0143
O  4.5996  -14.1989  20.0845  0.0051  0.0069  -0.0045
O  -32.172  14.365  24.7373  -0.0006  -0.0036  0.0024
O  0.7379  11.5967  11.7184  -0.0261  0.0038  0.015
O  -24.4063  24.6072  13.6397  0.0059  -0.009  0.002
O  11.676  2.8894  23.1874  -0.0108  -0.0073  -0.0075
O  -21.4079  9.2235  21.8413  -0.0105  -0.0083  -0.0059
O  -11.993  12.9717  28.1924  0.004  -0.0111  -0.0067
O  19.1219  11.3136  13.1491  -0.0159  0.0109  0.0684
O  -8.1121  37.1205  20.2681  -0.007  0.0104  -0.0102
O  -15.0984  27.2879  27.5452  0.0267  -0.0112  -0.0134
O  -7.6532  18.2767  14.732  0.0197  0.0132  0.0402
O  -3.5684  5.0601  25.7991  0.004  0.0029  -0.006
O  6.8021  6.1717  23.7429  0.0059  0.0197  -0.0253
O  11.9421  13.9861  21.8098  -0.0043  -0.0028  0.0035
O  -1.3713  -9.2752  18.7029  -0.0057  -0.0013  0.0055
O  -30.4131  15.0759  22.8142  0.0067  -0.0028  -0.0092
O  -2.2388  40.6588  14.7466  -0.0316  0.0147  0.0207
O  -14.0395  -0.6084  19.998  -0.0021  0.0047  0.0004
O  -12.5767  18.0768  16.177  0.0207  -0.0069  -0.0251
O  13.7422  20.2245  20.813  0.0073  -0.0022  0.0041
O  -18.9394  12.5343  23.5735  -0.002  0.0166  0.0088
O  6.9937  -3.6219  26.7991  -0.0242  -0.0099  0.0073
O  -24.4331  34.8143  23.8397  -0.0267  0.0169  -0.0628
O  19.1274  15.0753  16.2045  -0.0053  -0.0031  0.004
O  -14.6283  10.5299  21.3512  -0.0014  -0.0008  0.0086
O  -21.3181  -5.4309  14.2059  0.008  0.0148  -0.0066
O  -14.731  36.7694  23.9278  0.025  -0.0129  -0.0002
O  0.3804  41.9967  26.039  0.0112  -0.0104  0.0176
O  -2.4555  0.0277  17.4111  -0.0037  -0.0047  0.0029
O  5.6176  10.7068  14.8842  0.0064  0.0051  -0.0016
O  17.9661  -6.4121  18.0245  0.0017  -0.0107  0.0023
O  -2.7051  6.743  22.0567  0.0701  0.0297  0.048
O  12.2369  29.4516  15.9087  0.0307  -0.0015  -0.0059
O  13.6726  0.331  27.3371  -0.0318  -0.003  -0.0523
O  -0.9033  2.7295  20.7771  -0.0019  -0.0081  0.0109
O  -0.4101  10.2996  27.7912  -0.0056  -0.019  0.0085
O  24.5118  -1.6245  22.9252  -0.0317  -0.0041  0.0348
O  27.0993  46.1788  22.5777  0.0021  0.002  -0.0147
O  -0.5763  23.9504  24.3403  -0.0553  -0.0616  0.0073
O  18.2162  7.3472  25.9795  0.0148  0.0184  0.0096
O  -4.114  -1.0327  15.6796  -0.0033  0.0193  0.0027
O  -30.3549  3.234  26.3909  0.009  0.005  0.0021
O  3.4885  18.743  25.1682  0.0213  0.0001  0.002
O  18.5046  13.3534  18.8233  -0.0043  0.0039  0.0053
O  19.9747  2.9796  24.1416  0.0069  -0.0112  -0.0133
O  -7.2051  6.3768  19.7845  0.0112  -0.0035  -0.0026
O  -8.7125  11.8938  18.1523  -0.0025  -0.0001  0.0039
O  10.7129  7.6099  28.1613  -0.0207  -0.0057  -0.0006
O  19.6488  34.4002  28.1602  -0.0264  0.0194  -0.022
O  3.214  9.7648  15.5822  -0.0077  -0.0039  0
O  -3.2108  -4.8167  17.3015  -0.0088  -0.0164  0.0077
O  -3.6384  17.5304  15.1731  -0.0158  0.005  -0.0091
O  4.3052  5.4472  17.3533  0.0018  -0.0067  -0.0019
O  -18.3711  -2.1575  27.3983  -0.0099  0.0091  0.0184
O  -11.7971  13.6317  13.2536  -0.0122  0.011  -0.0314
O  3.7852  25.8534  29.6043  0.0172  -0.0225  -0.0128
O  0.6491  -16.6419  15.055  0.0068  -0.0052  -0.001
O  -16.191  -24.0757  26.3512  -0.0048  -0.003  0.0011
O  -6.5038  10.3844  24.8969  0.0006  -0.0037  0.0051
O  3.5547  24.6536  13.3317  0  -0.0029  0.0183
O  -11.8662  19.8869  18.0118  -0.0065  -0.0028  0.0012
O  9.9369  8.7556  14.5428  -0.0002  -0.0309  -0.0316
O  -0.5129  11.4534  21.0217  -0.0034  0.0023  0.0119
O  17.1765  1.254  27.9125  -0.0053  0.0142  -0.009
O  -1.8763  8.9921  26.0916  0.0103  0.0005  -0.0498
O  -14.4842  15.3013  19.2086  -0.0004  -0.0025  0.007
O  -16.0738  -7.9595  13.0723  0.0027  0.0093  0.0489
O  -8.5175  16.5889  16.6218  0.0144  0.0197  -0.0149
O  5.7634  -0.2072  13.8927  0.0059  0.0038  -0.0044
O  -5.9306  16.9072  16.3196  -0.0088  0.0136  -0.0079
O  -13.7801  11.9126  26.5708  -0.0412  0.0395  -0.0105
O  -1.9377  16.4554  26.5094  0.0231  0.0104  0.0099
O  18.6091  8.4941  22.3048  0.0047  -0.0036  0.0029
O  -12.784  29.5905  14.1214  0.0085  0.0301  0.0025
O  9.6268  23.7454  18.9746  -0.0031  0.0127  0.0192
O  2.3709  7.5383  24.3017  -0.005  0.0035  0.0111
O  9.6111  14.5935  22.6537  0.0105  0.0026  -0.0076
O  -11.4667  17.7478  25.4193  -0.0073  -0.0221  0.0451
O  0.7462  8.5986  19.3795  0.0058  -0.0047  0.0189

Results
free energy: -215753.220 eV
free energy less fixed offsets of O -568.88, Si -635.61 eV per atom: 5.590 eV

The program warned: the cutoff lies below the one the program advises for these potential files; the exchange-correlation potential is rough where the density is thin.
